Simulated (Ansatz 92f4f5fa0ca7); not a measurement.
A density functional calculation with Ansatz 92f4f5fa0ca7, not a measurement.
Periodic cell of 272 atoms, Si165O105B2, from a study of silicon, its oxide and their interface. The atomic structure is a simulated model.
Doubt: the cutoff is far below the 930 eV that the study's wrapper takes by default for these files, so forces and energies are approximate.
This geometry differs little from another in the collection (a relaxation step or a small displacement).

Settings: functional PBE; potential files Ansatz PAW; basis plane waves; wave-function cutoff 580 eV; density cutoff ratio 5; exchange-correlation grid ratio 1; k mesh 1 x 1 x 1, Gamma-centred; self-consistency stop 5e-08 eV per atom in the density residual; occupations fixed; spin none; net charge 0.

Cell vectors (angstrom)
a 11.6015 0 0
b 0 13.3963 0
c 0 0 29.8085

Atoms and the computed forces on them: element, x, y, z (angstrom), force x, y, z (eV/angstrom)
Si 11.5334 0.1805 22.9295 -0.0002 0.0006 -0.0004
Si 3.902 0.1524 23.043 0.0003 0.0008 -0.0006
Si 7.653 0.1173 23.1481 0.0011 0.0014 -0.0018
Si 2.0636 3.4524 22.8944 -0.0006 -0.0006 -0.0001
Si 5.8995 3.6775 23.0129 -0.001 0.0006 0.0002
Si 9.7498 3.5298 23.0368 -0.0009 -0.0001 0.0002
Si 11.6533 6.8527 23.0801 0.0005 0.0008 0.0002
Si 3.9455 7.0317 23.1849 0.0009 0 0.0002
Si 7.7738 6.892 23.2816 0.0024 0.0006 0.0016
Si 2.0272 10.2371 23.2617 -0.0004 -0.0012 -0.0006
Si 5.8486 10.0933 23.296 0.0013 -0.0013 0.0008
Si 9.8364 10.0828 23.2398 -0.0007 -0.001 -0.0008
Si 11.6892 2.3868 23.7648 0.0005 0 -0.0004
Si 3.9913 2.4015 23.7648 0.0008 0.0007 -0.0006
Si 7.7827 2.4063 23.785 -0.0004 -0.0009 -0.0004
Si 2.0229 5.7027 23.7073 0 0 0.0004
Si 5.8167 5.7999 23.9972 0.0003 -0.0002 -0.0004
Si 9.7275 5.7231 23.9016 -0.0001 0 0.0003
Si 11.7464 9.0211 24.0308 0.0001 -0.0003 -0.0002
Si 3.8986 9.1308 24.1801 -0.0002 0.0007 -0.0005
Si 7.8399 9.0922 24.0396 -0.0004 0.0004 0.0031
Si 1.9005 12.5064 23.8149 0.0011 0.0002 -0.0007
Si 5.7641 12.3688 23.9302 0 -0.0013 -0.0006
Si 9.6663 12.3924 23.795 -0.0002 -0.0015 -0.0006
Si 11.637 2.295 26.1769 -0.0003 -0.0011 0.0001
Si 3.9092 2.3061 26.1765 -0.0006 -0.0008 0.0002
Si 7.7532 2.3083 26.1905 0.0002 -0.0002 -0.0001
Si 1.9712 5.6183 26.1472 -0.0002 0.0003 0.0003
Si 5.807 5.6551 26.3296 -0.0003 0.0003 0.0004
Si 9.7016 5.6323 26.2654 0 0.0004 0.0003
Si 11.6612 8.9731 26.3541 0.0001 -0.0001 0.0001
Si 3.879 9.0095 26.4646 -0.0004 0 0.0003
Si 7.7871 9.0064 26.3615 -0.0002 0 0.001
Si 1.9167 12.3839 26.2126 -0.0005 0.0005 0.0005
Si 5.7914 12.3271 26.2873 -0.0003 0.0006 0.0008
Si 9.6773 12.3437 26.1956 0.0005 0.0001 0.0004
Si 1.9628 1.1958 27.0207 0.0005 -0.0001 0.0009
Si 5.8217 1.1797 27.023 0 0 0.001
Si 9.6886 1.1774 27.0037 0.0002 0.0004 0.0008
Si 11.6422 4.508 27.0166 0 -0.0006 -0.0005
Si 3.8732 4.5069 27.0397 -0.0002 -0.0004 0.0007
Si 7.7532 4.516 27.0469 0 -0.0013 0.0003
Si 1.9603 7.8083 27.08 -0.0005 0 0.0006
Si 5.8406 7.8821 27.0932 0.0002 -0.0004 0.0011
Si 9.71 7.8502 27.0755 0 -0.0005 0.0016
Si 11.607 11.2348 27.0407 0.0006 -0.0006 0.0007
Si 3.8397 11.2638 27.0779 -0.0004 0.0002 -0.0006
Si 7.7544 11.2427 27.0622 0.0003 -0.0002 -0.0003
Si 1.9336 1.1164 29.4135 0.0661 0.1825 -0.1613
Si 5.8008 1.1164 29.4135 0.0559 0.1333 -0.1232
Si 9.6679 1.1164 29.4135 0.0728 0.1048 -0.2334
Si 0 4.4654 29.4135 0.1242 0.0496 -0.1361
Si 3.8672 4.4654 29.4135 -0.081 0.0281 -0.1114
Si 7.7343 4.4654 29.4135 0.0781 0.0104 0.0285
Si 1.9336 7.8145 29.4135 0.0045 -0.1835 0.2916
Si 5.8008 7.8145 29.4135 0.0938 -0.0062 0.4563
Si 9.6679 7.8145 29.4135 0.0741 -0.0076 0.1829
Si 0 11.1635 29.4135 0.0048 0.1698 -0.0433
Si 3.8672 11.1635 29.4135 -0.0951 0.2865 0.2888
Si 7.7343 11.1635 29.4135 0.0346 0.2009 0.042
Si 0 0 0.3944 -0.0821 -0.1314 -0.1268
Si 3.8672 0 0.3944 -0.0421 -0.1815 0.1667
Si 7.7343 0 0.3944 -0.1548 -0.2328 -0.1034
Si 1.9336 3.3491 0.3944 0.0923 -0.1391 -0.1622
Si 5.8008 3.3491 0.3944 -0.1109 -0.0761 0.0719
Si 9.6679 3.3491 0.3944 -0.1416 -0.0279 -0.2097
Si 0 6.6981 0.3944 -0.0676 0.0072 -0.0017
Si 3.8672 6.6981 0.3944 -0.0092 -0.1272 -0.1388
Si 7.7343 6.6981 0.3944 0.0125 0.0353 0.1655
Si 1.9336 10.0472 0.3944 -0.079 -0.0261 -0.0614
Si 5.8008 10.0472 0.3944 0.1511 0.0922 0.0208
Si 9.6679 10.0472 0.3944 -0.0159 -0.1573 -0.0415
Si 11.5468 -0.0506 2.7497 0.0001 -0.0001 -0.0016
Si 3.8204 -0.0655 2.7818 -0.0004 -0.0012 -0.0011
Si 7.6736 -0.0825 2.7501 -0.0004 0.002 -0.0048
Si 1.9285 3.2832 2.7365 -0.0026 0.0013 -0.0026
Si 5.7641 3.2822 2.7807 0.001 0.0017 -0.0017
Si 9.6255 3.3105 2.7412 0.0026 0.0001 -0.0006
Si 11.585 6.6457 2.7527 0.0028 0.001 0
Si 3.8707 6.6256 2.7394 0.0005 -0.0009 -0.0007
Si 7.7337 6.6629 2.7812 0.0013 0.0005 -0.004
Si 1.914 9.9918 2.762 0.0001 0.0016 -0.0006
Si 5.8238 10.0295 2.7734 -0.0001 -0.0022 -0.0017
Si 9.6677 9.9719 2.7604 -0.0008 0.0013 0
Si 11.5659 2.2021 3.454 0.001 -0.0018 -0.0005
Si 3.8246 2.1382 3.5949 0.0026 -0.0044 -0.0013
Si 7.7038 2.1323 3.4979 -0.0026 -0.0031 -0.0048
Si 1.9125 5.5059 3.4843 0 -0.0026 0.0023
Si 5.8038 5.5295 3.5624 0.0021 -0.0012 0.0001
Si 9.6658 5.5217 3.5635 -0.0035 -0.0001 -0.0081
Si 11.595 8.8596 3.5881 -0.0003 -0.0013 -0.0001
Si 3.8907 8.8718 3.4409 -0.0005 -0.0006 -0.0001
Si 7.7394 8.8926 3.6191 0.0018 -0.0017 -0.0012
Si 1.8564 12.2195 3.5635 0.0005 0.0007 0.0001
Si 5.7451 12.2416 3.6641 -0.0002 -0.0015 -0.0036
Si 9.6098 12.1954 3.5143 0.0007 -0.0004 0.0026
Si 11.4869 2.1581 5.7743 0.0004 0.0008 0
Si 3.883 1.9264 6.0089 0.0008 0.0017 -0.0031
Si 7.4773 1.8885 5.8444 -0.0066 0.0003 -0.0014
Si 1.9214 5.3695 5.8216 -0.003 0.0033 -0.0039
Si 5.7966 5.4799 5.9343 0.002 0.0006 -0.0009
Si 9.6233 5.3705 5.9328 0.0093 0.0035 0.0034
Si 11.5903 8.7216 5.9787 -0.0018 0.0023 0.0049
Si 3.9073 8.8258 5.7592 -0.0033 0.0048 0.003
Si 7.7544 8.8803 6.0297 -0.0022 0.0024 0.0015
Si 1.7424 12.1197 5.9446 -0.0004 -0.0054 0.0038
Si 5.6816 12.3014 6.1506 -0.0013 0.0054 -0.0103
Si 9.5731 12.1057 5.8698 0.0029 0.0044 -0.001
Si 1.6768 0.9509 6.7185 -0.0023 -0.0025 0.0035
B 5.6724 0.9352 6.1409 0.0033 0.0003 -0.002
Si 9.5944 0.939 6.5783 0.0046 -0.004 -0.001
Si 11.6044 4.3061 6.7436 -0.0035 -0.0005 0.0002
Si 3.8751 4.2396 6.5554 0.0002 0.0074 -0.0067
Si 7.6681 4.1397 6.5228 -0.0129 -0.02 0.0556
Si 2.0367 7.6142 6.5173 0.0042 -0.0033 -0.0022
Si 5.8092 7.7542 6.7245 0.001 -0.0041 -0.0002
Si 9.6495 7.5882 6.7611 0.0014 0.0009 0.0055
Si 11.4039 10.9338 6.7975 0.002 0.0011 -0.008
Si 3.6859 11.0012 6.6389 -0.0055 -0.0026 -0.0044
Si 7.6704 11.1337 6.8901 0.0059 -0.001 0.0021
O 9.8069 7.4492 8.422 -0.02 -0.009 0.0336
O 9.9175 0.8287 8.2202 -0.0004 -0.0022 -0.0033
O 1.0705 0.9287 8.3086 0.0026 0.0001 -0.0042
O 3.2864 10.6206 8.2015 0.0002 -0.0031 0.0003
O 5.7874 7.878 8.3923 -0.0018 0.0003 0.0037
O 3.8025 4.203 8.2084 0.0009 -0.0002 0.0026
O 7.7784 3.798 8.1488 -0.0279 0.0782 0.0705
O 0.15 4.2583 8.4144 0.004 -0.0017 -0.0014
O 11.0604 10.8894 8.4448 -0.0005 0.003 -0.0009
O 7.8982 11.1973 8.5608 0.0009 -0.0014 -0.0058
O 2.3631 7.5122 8.1239 0.0024 -0.0002 -0.003
O 11.3936 0.2068 21.2545 0.0007 -0.0004 0.0012
O 9.7451 3.6282 21.3726 0.0001 0 0.0008
O 4.1261 7.5417 21.598 0 -0.0002 0.0002
O 6.0133 4.1545 21.3979 -0.0001 0.0003 0.0008
O 5.7366 9.7501 21.6615 -0.0002 0.0005 0
O 2.1438 3.3789 21.2143 -0.0001 0 0.0003
O 7.3333 13.4456 21.5097 -0.0004 0.0009 0.0023
O 4.0001 0.1505 21.3813 0.0007 0 0.0023
O 7.6688 6.9986 21.6401 0.0014 -0.0005 0.0009
O 2.1198 10.1774 21.6143 -0.0004 0 0.0032
O 11.534 6.9572 21.4196 -0.0001 -0.0003 0.0003
O 10.1558 9.6448 21.6514 0.0007 0.0001 -0.0003
Si 11.6542 6.4345 11.3334 -0.0041 0.0001 -0.0013
Si 1.5474 10.3334 16.3119 0.0001 0.001 -0.0015
Si 0.2998 3.6526 9.9316 -0.0044 0.0083 -0.0003
Si 8.0613 12.8489 20.1885 0.0016 -0.002 -0.0009
Si 2.9238 10.45 9.7674 -0.0017 -0.003 0.0006
Si 2.5558 10.3908 20.0698 0.0002 -0.0008 -0.0006
Si 10.3404 3.6887 19.8545 0.0002 -0.0002 0
Si 0.2586 12.7937 17.1499 0.0004 -0.0007 -0.001
Si 10.7919 0.6866 19.8026 0.0006 0.0002 -0.0001
Si 3.1937 7.747 16.2648 -0.0001 0 0
Si 0.3195 6.4695 19.9189 0 0.0008 -0.0004
Si 9.4161 2.5791 14.3959 0.0005 0.0003 -0.0011
Si 3.0109 2.4879 11.0995 0.0048 -0.0004 0.0089
Si 5.1147 11.9984 15.3518 0.0003 0.0005 -0.0029
Si 4.9233 8.6747 20.7174 0.0012 -0.0006 -0.0011
Si 3.6333 -0.5242 11.4824 0.0041 -0.0005 0.0063
Si 5.6027 8.9005 14.8143 0.0008 -0.0007 -0.0023
Si -0.1401 11.3007 9.9877 -0.0018 -0.0033 0.0075
Si 9.4316 10.0142 20.2414 0.0022 0.0025 0.0022
Si 3.446 0.046 19.8501 -0.0015 -0.0001 -0.0003
Si 7.4456 4.4247 9.6027 0.0646 0.0211 -0.0391
Si 2.2698 12.3123 14.2084 -0.0006 -0.0013 0.0033
B 6.2867 0.025 11.3916 -0.0006 0.0065 0.0116
Si 2.7933 2.8961 19.7759 -0.0003 -0.0001 0.0006
Si 5.7455 4.4466 13.7565 0.0033 0.0024 -0.0039
Si 7.4784 0.2357 15.6364 0.0003 -0.0015 -0.0015
Si 9.6279 11.371 15.2241 0.0001 0.0007 -0.0007
Si 2.0385 6.5264 13.5774 -0.0009 -0.0002 0.0006
Si 2.8803 3.501 14.0722 -0.0035 0.0012 0.0022
Si 11.6736 9.1518 18.4494 -0.0019 0 0.0028
Si 11.2528 0.8735 9.1707 -0.002 -0.0042 0.0045
Si 9.1219 7.0893 9.8608 -0.02 -0.0311 -0.0009
Si 8.7022 8.5873 14.5937 0.0006 -0.0023 -0.0014
Si 4.8188 7.1223 12.3835 0.0043 -0.0034 -0.0013
Si 2.9753 5.6218 18.7747 -0.0005 0.0004 0.0007
Si 2.5875 7.3888 9.7112 -0.0026 0.0044 0.0044
Si 6.2982 8.3693 9.8655 0.0043 -0.0052 0.0034
Si 4.3642 4.7069 9.6368 0.0017 0.0059 0.0059
Si 9.4064 10.5153 12.2951 -0.001 -0.0009 -0.0004
Si 5.9307 13.0238 17.9836 0.0008 0.0001 0.0007
Si 7.9795 4.948 18.411 -0.0002 -0.0001 -0.0009
Si 8.33 5.4592 15.2763 0.0013 0.0007 -0.0034
Si 7.1972 11.1941 10.0492 0.0031 -0.0005 0.008
Si 5.3861 4.1937 19.8866 0.0003 -0.0001 0.0005
Si 0.7961 1.4979 15.1429 0.0003 0.001 -0.0011
Si 7.5273 7.5342 20.1237 -0.003 -0.0002 0.0001
Si 7.5785 2.4691 12.0891 -0.0011 -0.0063 -0.0152
O 3.5013 6.0482 10.0311 0.0074 -0.0047 0.0013
O 1.9846 2.6349 15.1387 0.0005 0.0006 0.0001
O -0.3169 12.935 10.1296 -0.0002 0.002 -0.0001
O 8.33 8.9073 19.8587 -0.0004 -0.0001 -0.0024
O 2.4104 1.3089 19.5336 0.0002 -0.0002 -0.0005
O 8.1529 5.4077 16.8774 -0.0001 -0.0004 0.0006
O 2.7273 11.9796 19.7187 0.0009 0.0007 -0.001
O 7.179 8.7907 15.1313 -0.0018 0.0001 0.0007
O 1.2264 0.1737 14.2804 0.0003 0.0003 -0.0015
O 4.4274 3.8364 14.546 0.0011 -0.0002 -0.0002
O 4.2971 3.4072 10.6508 0.0014 -0.0034 0.0041
O 10.9711 2.121 14.6212 -0.0004 0.0001 0.0001
O 11.4823 4.8253 11.0009 0.0003 -0.0002 -0.0003
O 10.8487 12.0431 16.085 -0.0007 -0.0009 -0.0008
O 8.9649 6.9422 14.8052 0.0002 0.0004 0.0009
O 1.8265 3.2204 10.2746 0.0018 0.0043 -0.004
O 8.5332 5.5802 9.9224 -0.0567 -0.0369 -0.0666
O 11.1293 2.2787 19.5427 0.0004 -0.0001 -0.0002
O 5.4609 7.5369 10.9616 -0.0014 0.0039 0.0004
O 11.3898 7.5759 18.818 0.0005 -0.001 -0.0001
O 7.9021 8.1377 10.096 0.0111 -0.0189 -0.0062
O 10.2279 7.1802 11.0576 -0.0091 -0.0069 -0.0163
O 9.2562 4.1547 14.866 0.0001 -0.0005 -0.0004
O 8.8173 11.4714 20.5557 -0.0008 0.0013 0.0005
O 10.6448 10.5399 11.2032 -0.0004 0.0019 0.0012
O 8.3721 12.2643 15.7686 -0.001 0.0011 0.0003
O 4.4375 2.8696 19.8193 0.0001 -0.0002 -0.0003
O 4.6502 0.2269 18.7692 0.0003 -0.0003 -0.0003
O 10.4461 10.0797 18.9777 0.0028 0.0002 -0.0028
O 6.8032 0.6911 17.0738 -0.0003 0.0003 -0.0002
O 0.5662 6.7241 12.8729 -0.0006 -0.0003 -0.0017
O 1.1257 7.1274 10.3431 -0.0044 -0.0007 0.0002
O 3.1822 7.1115 12.5519 0.0002 0 -0.0013
O 3.9292 9.5535 19.7757 0.0003 0.0001 -0.0004
O 6.8148 5.2297 14.701 -0.0017 -0.0015 0.0007
O 0.61 0.9189 16.6576 -0.0002 0.0001 -0.0009
O 1.5446 11.7588 17.1603 0 0.0006 0.0004
O 5.3861 8.2887 13.3391 0.0003 0.0007 0.0004
O 2.6673 12.2605 12.6382 0.0013 0.0001 -0.004
O 6.4599 3.1772 13.0433 -0.001 0.0002 -0.0032
O 2.7848 9.301 16.6338 0.0001 -0.0003 -0.0005
O 5.9779 7.887 19.756 -0.0006 0 0.0008
O 1.9403 6.3873 19.7734 0.0008 -0.0001 -0.0002
O 1.4166 9.6802 19.1795 0.0019 -0.0002 -0.0004
O 9.496 9.7426 15.4925 0.0004 0 0.001
O 3.1658 8.8695 10.1911 0.003 -0.0012 0.0004
O 9.0194 9.0617 13.027 0.0003 0.0021 -0.0019
O 2.2203 7.2874 15.0152 0 -0.0007 -0.0005
O 9.1287 3.8603 18.7875 0.0004 0 -0.0005
O 4.7671 7.936 15.8483 -0.0003 -0.0008 -0.0006
O 7.2335 0.91 11.8174 0.0052 0.011 -0.0015
O 8.1347 6.3419 19.2243 0.0017 -0.0037 -0.0027
O 5.951 5.076 9.5779 0.0351 -0.0056 -0.0104
O 6.9659 -0.9632 19.0785 -0.0003 0.0006 -0.0004
O 11.0717 2.2431 10.0691 -0.004 -0.0062 0.005
O 9.0455 2.529 12.8049 -0.0004 -0.0017 -0.0007
O 9.7439 11.527 13.5707 0.0001 -0.0002 -0.0007
O 6.5609 4.2133 18.7607 0.0007 -0.0002 -0.0009
O 6.0902 9.9819 10.0307 -0.0043 -0.0033 -0.0013
O 1.3936 10.8184 10.1568 -0.0026 0.002 -0.0003
O 5.1813 10.4799 14.7528 -0.0007 0 -0.0007
O 1.6226 10.8674 14.736 0.0007 0.0002 -0.0016
O 11.3504 13.0425 18.6737 -0.0003 0.0003 -0.0002
O 5.3888 11.8644 16.9649 -0.0002 -0.0006 0
O 8.1439 10.9978 11.3742 0.0005 -0.0011 0.001
O 11.3059 4.987 19.6493 0.0001 -0.0006 -0.0005
O 8.3662 1.5159 15.1255 0.0002 -0.0008 0.0007
O 2.4297 4.0433 18.6202 0.0002 -0.0006 0
O 3.8213 11.6138 10.4746 0.0012 -0.0018 -0.0004
O 9.1577 0.5657 19.7238 0.0003 -0.0003 -0.0009
O 2.8623 2.6058 12.7125 -0.0002 -0.0003 -0.0035
O 3.624 12.6041 15.079 0.0006 -0.0001 -0.0002
O 7.6192 3.2307 10.6682 0.0091 0.0371 -0.0153
O 5.0991 -0.09 12.0702 -0.0097 0.0036 0.0016
O 4.4198 5.4818 19.5363 0.0002 -0.0006 -0.0011
O 6.2001 13.0859 14.7327 0.0001 -0.0009 0.0012
O 3.087 6.5631 17.4167 0.0006 0.0001 -0.0005
O 3.0798 0.873 10.7796 -0.0043 -0.0033 -0.0063
O 0.2678 9.4215 16.8378 0.0003 -0.0001 -0.0014
O 5.283 5.5842 12.6802 -0.0035 0.0007 0.0002
O 2.156 4.9263 13.8167 0.0012 -0.0015 -0.0001
O 6.5234 12.6582 10.265 0.0059 -0.0033 -0.0149

Results
free energy: -164915.914 eV
free energy less fixed offsets of B -154.04, O -568.88, Si -635.61 eV per atom: 0.216 eV

The program warned: the cutoff lies below the one the program advises for these potential files; the exchange-correlation potential is rough where the density is thin.
